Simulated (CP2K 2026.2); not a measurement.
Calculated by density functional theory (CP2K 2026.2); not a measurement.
Periodic cell of 441 atoms, Si320O121, from a study of silicon, its oxide and their interface. The atomic structure is a simulated model.
Doubt: the forces sum to 3.09 eV/angstrom along one axis rather than to zero, so they err by at least 0.0070 eV/angstrom per atom on average; the grid cutoff is modest.

Settings
functional: PBE
method: Gaussian and plane waves
basis set: DZVP-MOLOPT-SR-GTH
pseudopotentials: GTH-PBE
grid cutoff: 350 Ry, relative cutoff 50 Ry
k points: Gamma only
occupations: fixed
spin: none
net charge: 0

Cell vectors (angstrom)
a	15.3866	0	0
b	0	15.3866	0
c	-1.8672	1.1163	33.711

Atoms: element, x, y, z (angstrom)
Si	13.7679	14.7899	28.9641
Si	13.5698	2.5489	28.9368
Si	13.3827	7.3596	29.0184
Si	13.3248	10.4604	29.0413
Si	2.038	14.8961	28.9999
Si	2.0465	2.6325	28.992
Si	1.9313	7.6342	28.9537
Si	1.9099	10.0608	29.0205
Si	5.8607	15.106	29.048
Si	5.858	2.8145	29.0463
Si	5.751	7.3904	29.0602
Si	5.7176	9.8488	29.0118
Si	10.149	14.03	28.7128
Si	9.6956	3.5572	28.902
Si	9.6471	6.7661	28.8617
Si	9.7778	10.9316	29.2136
Si	0.1899	14.5981	30.3744
Si	0.0886	2.9999	30.2448
Si	0.0189	6.9733	30.1942
Si	-0.0071	10.7137	30.2328
Si	3.9458	14.6121	30.2909
Si	3.9195	3.0223	30.3423
Si	3.8008	6.9617	30.2783
Si	3.8568	10.6094	30.2335
Si	7.7414	14.7472	30.3274
Si	7.8204	3.0878	30.2814
Si	7.7321	6.9746	30.258
Si	7.6707	10.614	30.2476
Si	11.8177	14.4786	30.2523
Si	11.6188	3.0303	30.1924
Si	11.5071	6.994	30.3298
Si	11.6124	10.7105	30.5897
Si	0.1063	1.1428	31.706
Si	0.0604	4.9964	31.5273
Si	-0.0034	8.825	31.6728
Si	0.1124	12.6217	31.6245
Si	3.9312	1.1143	31.7162
Si	3.8552	5.0003	31.5996
Si	3.863	8.8037	31.742
Si	3.9556	12.611	31.5409
Si	7.8379	1.2132	31.7275
Si	7.7375	5.0248	31.606
Si	7.7732	8.8101	31.7259
Si	7.7374	12.6624	31.5283
Si	11.5902	1.0887	31.5613
Si	11.6298	4.9754	31.5799
Si	11.542	8.7745	31.84
Si	11.7063	12.6913	31.7675
Si	13.5143	1.1242	32.975
Si	13.5479	4.988	32.9519
Si	13.5182	8.7925	33.0922
Si	-1.762	12.6647	33.0715
Si	2.0117	1.1322	33.0699
Si	1.9477	4.9816	32.9675
Si	1.9258	8.8201	33.0497
Si	2.0432	12.6305	32.9613
Si	5.872	1.1509	33.0366
Si	5.8045	5.0063	32.9645
Si	5.825	8.8093	33.0447
Si	5.8559	12.6685	32.9544
Si	9.749	1.1277	33.0411
Si	9.6882	4.9819	32.9582
Si	9.6304	8.8125	33.1409
Si	9.6655	12.6752	32.9623
Si	0.0413	13.4691	11.5519
Si	0.0246	1.9308	11.525
Si	-0.0014	5.7947	11.5309
Si	0.0258	9.6292	11.5375
Si	3.8947	13.4666	11.5637
Si	3.8606	1.9046	11.5254
Si	3.8402	5.7892	11.4707
Si	3.8481	9.6584	11.522
Si	7.7713	13.4677	11.6194
Si	7.7531	1.9046	11.595
Si	7.7526	5.7859	11.5545
Si	7.7521	9.6457	11.5929
Si	11.502	13.4786	11.6369
Si	11.5071	1.9163	11.5734
Si	11.4742	5.7915	11.563
Si	11.5081	9.6545	11.5762
Si	1.9734	13.4508	12.9188
Si	1.9443	1.915	12.8886
Si	1.9473	5.8058	12.8555
Si	1.9441	9.6394	12.912
Si	5.8323	13.4602	12.9247
Si	5.7881	1.878	12.8734
Si	5.7717	5.7794	12.7842
Si	5.7777	9.6637	12.8555
Si	9.6148	13.4763	13.1305
Si	9.6425	1.8764	13.0393
Si	9.6046	5.7927	13.0385
Si	9.6426	9.6768	13.042
Si	13.4879	13.4889	12.8826
Si	13.4682	1.9436	12.8439
Si	13.4223	5.8072	12.8425
Si	13.4672	9.634	12.8553
Si	1.9719	15.3773	14.2604
Si	1.9472	3.8789	14.1815
Si	1.9418	7.7037	14.2511
Si	1.9801	11.5401	14.3082
Si	5.8468	15.3702	14.2926
Si	5.7523	3.8554	14.1051
Si	5.7248	7.7006	14.1071
Si	5.8435	11.5375	14.2816
Si	9.6349	15.3999	14.562
Si	9.605	3.8111	14.3759
Si	9.6089	7.7582	14.4106
Si	9.6338	11.5478	14.5493
Si	13.4938	15.4316	14.2056
Si	13.4237	3.8799	14.1604
Si	13.4075	7.7173	14.2057
Si	13.5045	11.5491	14.1967
Si	0.0299	15.4115	15.5606
Si	-0.0091	3.9322	15.4369
Si	-0.0341	7.6997	15.5066
Si	0.0123	11.5761	15.5864
Si	3.8981	15.3499	15.6035
Si	3.8728	3.8442	15.5046
Si	3.8885	7.6693	15.5742
Si	3.9334	11.4917	15.6383
Si	7.6148	15.4305	15.9199
Si	7.5661	3.7808	15.5738
Si	7.5347	7.7992	15.5608
Si	7.6093	11.491	15.8961
Si	11.7232	15.3667	15.7703
Si	11.5912	3.8419	15.6608
Si	11.5857	7.7656	15.7376
Si	11.7285	11.5927	15.7405
Si	-0.462	13.506	16.8441
Si	-0.1476	2.0432	16.7448
Si	-0.2861	5.7904	16.8361
Si	-0.2251	9.6037	16.824
Si	4.1273	13.422	16.9556
Si	4.3425	1.9389	16.7677
Si	4.1747	5.7193	16.8799
Si	4.4162	9.5451	16.8877
Si	7.2348	13.447	17.2271
Si	6.7418	2.0442	16.9909
Si	7.2584	5.7929	16.6792
Si	6.8711	9.5132	17.09
Si	12.4943	13.4561	16.994
Si	12.1231	1.964	16.9957
Si	11.9751	5.7748	16.9328
Si	12.0761	9.6931	17.0731
Si	2.7334	13.5634	26.2825
Si	7.8028	12.3439	22.4943
Si	1.9548	6.0288	19.0732
Si	2.1264	1.7458	18.8752
Si	5.387	8.7596	24.3043
Si	8.9723	13.6751	19.9451
Si	7.9882	6.0148	19.4672
Si	5.748	10.301	21.6922
Si	7.1713	3.0943	20.0038
Si	1.7596	13.9633	18.9664
Si	13.9926	2.7473	21.7652
Si	6.5278	5.8098	24.1229
Si	12.0922	13.6865	19.2855
Si	13.5948	6.4608	26.1675
Si	2.6062	4.1394	26.2398
Si	2.124	9.1448	18.9688
Si	9.7604	10.9798	24.5513
Si	10.9179	6.1946	19.824
Si	1.2555	6.7188	26.0013
Si	9.6195	5.5921	24.0933
Si	5.7268	13.1968	26.5681
Si	3.0951	2.6646	23.5589
Si	8.2051	1.7938	23.8612
Si	9.3033	1.1776	21.1012
Si	10.0779	3.2326	25.9024
Si	12.0742	1.345	19.853
Si	13.7821	12.4589	26.8225
Si	7.4406	8.9537	19.353
Si	10.6238	9.2281	19.8054
Si	1.2944	13.0241	21.918
Si	11.9156	4.911	22.336
Si	13.5322	12.5035	21.7809
Si	13.2099	3.4479	25.9898
Si	2.5734	10.3285	21.6743
Si	11.953	7.3807	23.9076
Si	11.86	10.1772	22.4746
Si	1.195	11.1049	26.1226
Si	-0.9579	1.1113	24.3087
Si	1.515	3.745	21.1678
Si	5.5078	5.1285	26.8734
Si	1.8716	15.3417	24.05
Si	5.9456	3.4097	22.6505
Si	9.4064	9.1304	26.9123
Si	2.2503	8.8983	24.2103
Si	10.0041	13.7366	25.7557
Si	12.5685	13.9787	24.3629
Si	6.4864	10.2621	26.8842
Si	7.3083	14.5374	24.5542
Si	0.042	13.4926	0.6705
Si	0.0131	1.9447	0.6186
Si	0.0226	5.7419	0.6898
Si	0.0309	9.6218	0.706
Si	3.8752	13.4409	0.6475
Si	3.8539	1.9623	0.665
Si	3.8244	5.7629	0.6643
Si	3.8596	9.6336	0.6734
Si	7.7189	13.4666	0.6394
Si	7.6989	1.9744	0.6486
Si	7.6909	5.7684	0.6755
Si	7.7135	9.6441	0.6471
Si	11.5483	13.4584	0.653
Si	11.5783	1.9599	0.6458
Si	11.5413	5.7366	0.6981
Si	11.5436	9.6693	0.6832
Si	1.9597	13.4759	2.0324
Si	1.9251	1.9393	2.0158
Si	1.9326	5.7562	2.0599
Si	1.9511	9.6308	2.0578
Si	5.7968	13.4669	2.0077
Si	5.7831	1.9606	2.0199
Si	5.7608	5.7728	2.021
Si	5.7927	9.6326	2.0166
Si	9.6315	13.4721	2.0176
Si	9.6369	1.95	2.0005
Si	9.6132	5.7527	2.0427
Si	9.6205	9.6482	2.0341
Si	13.4843	13.4622	2.0077
Si	13.4923	1.9593	2.0119
Si	13.4758	5.7599	2.0384
Si	13.4756	9.6462	2.0354
Si	1.9483	15.4041	3.3858
Si	1.9315	3.839	3.4159
Si	1.9417	7.6969	3.4065
Si	1.9378	11.5587	3.4055
Si	5.7859	15.4031	3.36
Si	5.778	3.8633	3.3985
Si	5.7821	7.705	3.3764
Si	5.7883	11.5528	3.38
Si	9.6315	15.4078	3.3635
Si	9.6264	3.8425	3.4053
Si	9.6289	7.703	3.3766
Si	9.6273	11.5627	3.3957
Si	13.4788	15.4018	3.3555
Si	13.481	3.8527	3.4087
Si	13.4731	7.7043	3.3786
Si	13.4818	11.5609	3.395
Si	0.0076	15.3979	4.734
Si	0.0078	3.8524	4.7753
Si	0.0037	7.7062	4.7535
Si	0.01	11.5563	4.7596
Si	3.8757	15.4031	4.7437
Si	3.8643	3.8506	4.7668
Si	3.8721	7.7033	4.7583
Si	3.8721	11.5558	4.7508
Si	7.7074	15.4019	4.7271
Si	7.7009	3.8531	4.7584
Si	7.7062	7.7033	4.7405
Si	7.7036	11.5577	4.7473
Si	11.5583	15.402	4.7273
Si	11.5532	3.8521	4.7603
Si	11.5513	7.7045	4.7433
Si	11.5555	11.5584	4.7477
Si	0.0041	13.4832	6.1091
Si	-0.0004	1.9203	6.1212
Si	0.0006	5.7851	6.1236
Si	-0.0005	9.6318	6.117
Si	3.8775	13.4796	6.109
Si	3.8759	1.9266	6.1239
Si	3.8742	5.7801	6.1221
Si	3.8738	9.633	6.114
Si	7.708	13.4832	6.0983
Si	7.7044	1.9244	6.1078
Si	7.7051	5.7833	6.1092
Si	7.7078	9.6315	6.1002
Si	11.5571	13.484	6.1015
Si	11.5581	1.9239	6.1114
Si	11.5517	5.7833	6.1114
Si	11.556	9.6321	6.1035
Si	1.9391	13.4787	7.4484
Si	1.936	1.9228	7.4612
Si	1.9385	5.7835	7.4623
Si	1.9366	9.6375	7.4547
Si	5.8011	13.4774	7.4787
Si	5.8001	1.9237	7.4917
Si	5.7983	5.7803	7.4931
Si	5.8004	9.636	7.4799
Si	9.6312	13.4791	7.4563
Si	9.6307	1.9228	7.4628
Si	9.6265	5.7828	7.4677
Si	9.6313	9.6391	7.4578
Si	13.4691	13.4786	7.4799
Si	13.4648	1.9249	7.4968
Si	13.4612	5.7837	7.4924
Si	13.4621	9.6359	7.4887
Si	1.9435	15.3868	8.8186
Si	1.9329	3.8512	8.8092
Si	1.9343	7.7152	8.8065
Si	1.9375	11.5627	8.8113
Si	5.8113	15.3864	8.858
Si	5.8096	3.8488	8.853
Si	5.8085	7.7164	8.8456
Si	5.813	11.5585	8.8498
Si	9.6318	15.3892	8.8269
Si	9.6253	3.8486	8.8147
Si	9.6268	7.7176	8.8119
Si	9.6337	11.5616	8.8216
Si	13.4606	15.3855	8.8633
Si	13.452	3.8557	8.8567
Si	13.4509	7.713	8.8542
Si	13.4586	11.5629	8.8563
Si	0.0273	15.3865	10.1836
Si	0.0164	3.8623	10.1799
Si	0.0167	7.7128	10.1725
Si	0.0222	11.5555	10.1828
Si	3.8642	15.3736	10.1802
Si	3.8552	3.8366	10.1661
Si	3.8566	7.7318	10.159
Si	3.8614	11.5709	10.169
Si	7.745	15.3779	10.2257
Si	7.744	3.8379	10.2215
Si	7.7431	7.723	10.2117
Si	7.7466	11.5617	10.222
Si	11.5209	15.3772	10.2238
Si	11.5083	3.8521	10.2143
Si	11.5084	7.7233	10.2107
Si	11.5216	11.5783	10.2228
O	8.8792	14.9492	29.1301
O	13.6628	9.596	17.508
O	0.6538	5.7625	18.1573
O	13.5555	5.7694	17.373
O	3.5745	9.4512	18.307
O	1.8406	5.1383	20.4117
O	5.6334	13.4542	17.6241
O	5.9556	13.9203	25.1547
O	3.5822	2.0325	18.2306
O	5.7477	5.7404	17.3478
O	7.36	3.0679	23.3688
O	2.6073	1.1573	23.2806
O	11.4428	1.9723	18.487
O	6.8881	2.3665	18.5971
O	11.1268	5.7111	18.3103
O	9.0164	9.1941	19.673
O	13.5672	3.4029	27.562
O	13.724	2.0289	17.3604
O	11.2126	9.8786	18.4456
O	10.4239	4.7005	22.9736
O	13.3407	2.1742	20.4029
O	2.3155	3.6895	22.5742
O	1.9023	15.5572	19.0292
O	9.655	7.5921	27.4167
O	9.6603	12.4894	28.7596
O	1.841	7.4198	24.6767
O	1.8373	13.4143	20.4607
O	13.2339	10.9646	22.1833
O	8.0754	13.3877	18.6256
O	12.1503	8.716	23.0555
O	6.0318	9.5786	25.5116
O	6.4097	5.0234	25.5386
O	-1.2198	2.4305	25.1944
O	1.92	12.4079	25.525
O	0.346	13.5395	18.2892
O	12.868	3.6311	22.5278
O	2.0899	9.1049	22.6199
O	13.6156	0.9661	28.4741
O	9.0173	1.0896	22.6716
O	2.0366	2.4917	20.2905
O	7.1076	16.1166	24.3749
O	9.6699	2.8711	27.4264
O	1.937	10.6164	27.4739
O	1.4302	5.1375	25.7906
O	0.9291	9.4998	17.9558
O	9.2707	2.196	24.9828
O	11.0592	10.999	23.605
O	5.9017	3.8726	27.81
O	6.1635	14.155	27.7714
O	3.9522	5.0011	26.466
O	13.397	8.9179	28.4811
O	10.8958	1.3371	20.9455
O	7.6274	13.7965	23.1648
O	-1.366	13.8379	27.6522
O	11.8044	5.2382	20.7601
O	11.6715	3.038	25.725
O	13.1325	6.412	27.7134
O	-0.983	1.5216	22.7401
O	2.002	7.2092	27.3595
O	8.0923	5.9697	23.7453
O	13.0478	12.8552	25.4407
O	9.8909	12.1216	25.6856
O	1.9789	13.9743	27.6554
O	-0.3029	7.0543	26.1279
O	2.1411	3.4934	27.6295
O	5.9808	9.256	22.894
O	3.0045	13.3538	18.1322
O	0.4827	15.8751	24.682
O	1.3084	9.9356	25.0241
O	13.4756	4.9772	25.5379
O	2.8161	14.808	25.2597
O	5.7607	6.5505	27.6239
O	6.6223	11.8561	26.6175
O	5.8093	5.0122	22.8981
O	5.7996	1.2675	28.4857
O	-0.2796	12.7463	21.8311
O	13.3183	15.3775	24.6196
O	-0.3071	11.5718	26.4549
O	8.5174	11.3174	23.5465
O	10.3974	7.0109	24.1729
O	9.7064	5.1621	28.5415
O	12.5551	15.2165	19.5799
O	8.3419	5.881	17.8955
O	12.9588	12.7561	20.2899
O	-0.0824	3.6216	21.4106
O	7.1372	7.3767	19.6794
O	6.0184	2.8602	21.1247
O	0.9361	2.297	17.9322
O	4.1518	12.9134	26.6937
O	3.2806	5.6176	18.2374
O	12.6086	6.1771	23.0552
O	9.3756	6.0598	20.276
O	2.021	1.0695	28.5079
O	4.684	2.7006	23.3313
O	2.0455	7.5995	19.4363
O	10.5965	14.2691	27.1672
O	2.0699	11.6884	22.3689
O	1.5834	14.1822	22.9812
O	10.2628	10.0533	27.9191
O	7.1911	4.7001	19.9006
O	2.7953	3.0228	25.1041
O	8.5833	2.4937	20.5063
O	5.7474	7.1968	24.3617
O	12.8211	13.4923	22.8473
O	3.8221	9.0755	24.4986
O	4.1671	10.411	21.4525
O	7.874	9.495	27.2039
O	12.9449	11.4767	27.8081
O	6.5122	9.8164	20.3563
O	11.2919	7.761	19.973
O	8.5291	14.3394	25.5874
O	9.6819	4.7513	25.4802
O	6.357	11.7327	22.1213
O	8.7535	15.2214	20.3782
O	9.6811	9.5561	25.3589
O	10.9831	14.2256	24.5694
O	8.6161	12.6156	21.1186
O	11.0002	10.0968	21.107
O	12.6824	7.4961	25.3354
O	10.5246	13.4602	19.5954
O	1.9034	10.1107	20.2324

Results
total energy: -87288.543 eV
total energy less fixed offsets of O -438.35, Si -107.03 eV per atom: 1.407 eV

Forces (eV/angstrom), in the order of the atoms: element, x, y, z
Si	-0.082	-0.2069	0.7212
Si	-0.0228	0.1626	0.7704
Si	0.1145	-0.1652	0.7534
Si	0.1996	0.1774	0.7174
Si	0.0592	-0.2024	0.743
Si	-0.0181	0.1957	0.8091
Si	-0.0583	0.1839	0.6928
Si	-0.0434	-0.2132	0.6713
Si	-0.0565	-0.1663	0.7528
Si	-0.0127	0.1202	0.7361
Si	0.0058	0.2553	0.5426
Si	0.0377	-0.0991	0.182
Si	0.4341	0.2287	0.3867
Si	0.011	-0.2972	0.7739
Si	-0.0875	0.3094	0.6501
Si	-0.2053	-0.2332	0.639
Si	-0.0006	-0.0096	-0.0277
Si	0.0109	-0.0001	-0.0648
Si	0.0095	-0.0039	-0.0805
Si	-0.0107	0.0048	-0.0829
Si	0.0332	0.0107	-0.0714
Si	-0.0005	-0.0048	-0.0437
Si	-0.0262	-0.0015	-0.0849
Si	-0.0608	0.0767	-0.0527
Si	-0.433	-0.1158	0.3687
Si	0.0173	0.047	-0.0663
Si	-0.0458	-0.0351	-0.0282
Si	-0.0466	0.0559	-0.041
Si	0.0423	0.0554	-0.0569
Si	0.0153	0.0192	-0.0614
Si	0.0109	-0.069	-0.0145
Si	-0.017	-0.0069	0.0007
Si	0.0029	0.0123	0.0629
Si	-0.0381	-0.0231	0.0096
Si	0.0342	0.0121	0.0181
Si	-0.0299	0.013	0.0025
Si	0.0335	0.0008	0.0711
Si	0.0544	-0.0194	0.0309
Si	-0.0058	0.0013	0.0089
Si	0.0174	0.0211	0.0316
Si	0.0052	-0.0275	0.0263
Si	-0.0089	0.0147	0.0377
Si	0.0151	0.0004	-0.0436
Si	0.0569	0.0142	-0.0551
Si	0.0155	-0.0232	0.0223
Si	0.0006	0.0121	0.0441
Si	-0.0121	0.0031	0.0243
Si	-0.0425	-0.0048	0.0393
Si	-0.005	0.0151	-0.0176
Si	-0.0096	-0.0034	0.0042
Si	0.007	0.0059	0.0154
Si	0.0161	0.0117	0.0253
Si	-0.0009	-0.0044	-0.0128
Si	-0.0182	-0.0062	-0.0096
Si	-0.0293	-0.0046	0.0093
Si	0.0222	0.0299	0.0014
Si	-0.0369	-0.0075	-0.0049
Si	0.0091	-0.0022	-0.0049
Si	-0.0132	0.0021	-0.0053
Si	-0.0158	0.0044	-0.0145
Si	0.0079	0.0025	0.0132
Si	0.0035	-0.0121	-0.0398
Si	0.0279	-0.0152	0.0465
Si	0.0235	-0.0336	-0.0265
Si	-0.0031	0.0008	-0.0177
Si	-0.0035	-0.0116	-0.0155
Si	0.002	0.003	-0.0138
Si	-0.008	0.0091	-0.0166
Si	-0.0112	0.0076	-0.0103
Si	0.0136	0.0064	-0.0174
Si	0.016	0.0029	-0.0142
Si	0.0078	-0.0065	-0.0185
Si	0.0075	0.008	0.0042
Si	-0.0058	0.0066	-0.0029
Si	0.0009	-0.0065	0.0039
Si	0.0114	-0.0148	-0.0076
Si	-0.0272	-0.0005	0.0057
Si	0.0092	-0.0039	-0.0128
Si	-0.0049	0.0065	0.0134
Si	0.0155	-0.0018	-0.0052
Si	-0.0199	-0.0005	0.0136
Si	0.016	0.0111	0.0135
Si	-0.0077	-0.0029	0.005
Si	0.0068	-0.0117	0.0087
Si	-0.0139	-0.0002	-0.0125
Si	-0.0019	0.0073	-0.0222
Si	0.0064	-0.0075	-0.0365
Si	-0.0205	-0.0002	-0.0034
Si	0.0095	0.0119	0.0096
Si	-0.0007	-0.0106	0.0167
Si	-0.0005	-0.0101	-0.012
Si	0.0022	0.0112	0.0216
Si	0.0152	0.0068	0.0033
Si	0.0063	0.0292	-0.024
Si	0.0083	0.0023	-0.0017
Si	0.0139	-0.0229	-0.011
Si	-0.0091	0.0031	-0.0237
Si	-0.0216	-0.002	-0.0369
Si	-0.0111	0.0083	-0.0482
Si	0.0048	-0.0012	-0.0335
Si	-0.0065	0.014	0.0023
Si	-0.0177	0.0045	-0.0368
Si	-0.0093	-0.0117	-0.0142
Si	0.0254	0.0339	0.0201
Si	0.0185	-0.0249	0.0127
Si	0.0198	0.0631	-0.0323
Si	0.001	-0.0403	-0.0323
Si	0.0089	0.0019	0.0302
Si	-0.0092	-0.0092	0.009
Si	-0.0101	-0.0154	-0.0511
Si	-0.0035	0.0283	-0.0455
Si	-0.0191	-0.007	-0.0079
Si	0.0124	-0.006	0.0231
Si	0.0106	0.0087	0.0346
Si	0.0011	0.0084	0.0321
Si	0.0043	0.0171	0.0412
Si	0.0105	-0.0148	0.0265
Si	-0.0111	-0.0087	0.0285
Si	-0.0278	0.0059	0.0254
Si	-0.0183	0.0022	0.0357
Si	0.0141	0.0196	0.068
Si	0.011	-0.0423	0.063
Si	0.046	-0.0408	0.0539
Si	0.0489	0.027	0.0579
Si	-0.0286	0.0284	0.0816
Si	-0.0128	-0.0025	0.0548
Si	0.0026	-0.0033	0.0573
Si	-0.0533	-0.0474	0.062
Si	-0.2844	0.0056	-0.5231
Si	0.1378	-0.1628	-0.7221
Si	0.1991	0.0498	-0.797
Si	0.0695	0.0475	-0.7461
Si	-0.1318	0.0548	-0.8
Si	0.2364	-0.0674	-0.5494
Si	-0.22	0.05	-0.8
Si	0.2977	0.0133	-0.5253
Si	0.2926	0.0315	-0.8246
Si	-0.0605	-0.1704	-0.7161
Si	0.065	0.0026	-0.7593
Si	-0.0658	-0.0017	-0.0315
Si	0.088	0.0392	-0.0339
Si	-0.2967	-0.0545	-0.7955
Si	-0.1708	0.0793	-0.7586
Si	-0.2529	-0.0817	-0.8013
Si	0.0015	0.1441	0.0879
Si	0.1111	-0.0774	0.0656
Si	-0.0038	0.0276	-0.1348
Si	0.0481	0.0335	-0.1338
Si	-0.067	-0.0438	-0.0829
Si	-0.1065	0.0381	0.0401
Si	0.0895	0.042	-0.1019
Si	-0.0053	-0.065	0.0229
Si	0.0015	-0.0401	-0.0874
Si	-0.1222	-0.0357	-0.1566
Si	0.0246	-0.028	0.0331
Si	-0.0489	0.048	0.0526
Si	0.1152	-0.0843	-0.5928
Si	-0.0202	-0.145	0.0608
Si	0.1444	-0.041	0.0361
Si	0.1008	-0.0653	-0.1625
Si	-0.0852	-0.0183	0.0022
Si	0.0041	0.0349	-0.0697
Si	0.1173	0.0809	0.1934
Si	0.0485	-0.0865	-0.0022
Si	-0.0777	0.0684	0.0736
Si	-0.0406	0.0972	-0.0096
Si	-0.053	0.0752	0.0368
Si	-0.0537	-0.0372	-0.1492
Si	-0.0115	0.108	0.1038
Si	-0.0981	0.0321	-0.1376
Si	-0.004	0.118	0.0867
Si	-0.0689	0.093	-0.5581
Si	0.0512	-0.0659	-0.0277
Si	-0.0199	0.0366	-0.0521
Si	-0.1272	-0.0026	0.0065
Si	-0.0566	0.0604	-0.0087
Si	-0.0596	-0.0527	0.1234
Si	0.053	-0.0416	0.021
Si	-0.0541	-0.0128	-0.0123
Si	-0.0805	-0.0242	-0.0369
Si	0.019	-0.1125	0.1456
Si	-0.0563	-0.007	-0.0635
Si	-0.0294	-0.068	-0.1022
Si	0.0142	0.0763	0.1521
Si	-0.0008	-0.0283	0.0727
Si	0.001	0.0307	-0.0784
Si	0.156	-0.1862	-0.0521
Si	0.0105	0.0483	0.0631
Si	0.0621	0.0228	0.0577
Si	0.1531	-0.0547	0.06
Si	-0.4899	-0.1186	0.5762
Si	0.0298	-0.0921	0.0045
Si	-0.002	0.0037	0.0026
Si	-0.0014	-0.0032	0.0058
Si	-0.0025	-0.0171	0.0107
Si	0.0038	0.0013	0.0034
Si	0.006	-0.0048	0.0019
Si	0.0058	0.0087	0.0143
Si	0.0077	0.0114	0.0112
Si	0.0027	-0.0254	0.0064
Si	0.0169	0.012	-0.0094
Si	0.0075	-0.0032	-0.0005
Si	-0.0148	0.0111	0.0003
Si	0.0079	0.0104	0.0097
Si	0.0022	0.0138	0.0056
Si	0.0092	0.0002	0.0111
Si	-0.0043	-0.0014	-0.0025
Si	-0.0103	0.0008	0.0083
Si	-0.0065	0.0044	-0.0064
Si	0.003	-0.0124	-0.0061
Si	-0.0131	0.0168	0.0032
Si	-0.0029	-0.0052	0.002
Si	-0.0169	0.0102	-0.01
Si	-0.0164	-0.0048	-0.0073
Si	0.0066	0.0174	0.0042
Si	-0.0105	-0.0016	-0.0006
Si	-0.0063	-0.0093	0.0041
Si	0.0089	-0.0115	-0.0075
Si	0.0132	0.0144	0.0064
Si	0.0154	-0.0182	-0.0003
Si	-0.0112	-0.0047	-0.0076
Si	-0.0058	-0.0032	0.0017
Si	0.0084	0.0155	0.0092
Si	-0.0106	-0.0218	0.0061
Si	0.0036	0.0056	0.0055
Si	0.0002	0.0029	0.0082
Si	0.0125	-0.0042	0.0081
Si	-0.0118	-0.0048	0.0099
Si	0.0018	0.0041	0.0047
Si	0.0059	-0.0042	0.0039
Si	0.0114	-0.0072	-0.0025
Si	0.0101	0.0029	0.0004
Si	-0.0188	-0.0026	-0.0069
Si	-0.0054	0.0037	-0.0016
Si	-0.0009	0.0004	-0.0039
Si	-0.0044	0.0001	0.003
Si	-0.0024	0.0071	-0.0169
Si	0.0088	-0.0032	-0.0023
Si	0.005	-0.0013	-0.0029
Si	0.0018	0.0035	0.0041
Si	-0.0038	-0.0144	-0.005
Si	-0.0122	0.0031	0.0048
Si	-0.0052	0.0077	0.0049
Si	-0.0122	0.0045	0.0011
Si	0.0031	0.0067	0.002
Si	0.008	-0.0084	0.005
Si	0.0056	0.0039	0.0003
Si	0.0038	0.0055	-0.0019
Si	-0.0035	-0.0001	-0.0008
Si	-0.0003	-0.0041	0.0021
Si	-0.0067	-0.0027	-0.0034
Si	0.0044	-0.0005	0.0007
Si	0.005	-0.001	-0.0034
Si	0.0085	0.0013	0.0019
Si	0.0053	0.0013	0.0007
Si	0.0036	-0.0061	0.002
Si	0.0045	-0.0036	0.0007
Si	0.007	-0.0001	0.0019
Si	0.0106	-0.0079	0.0037
Si	0.0053	0.0086	0.0029
Si	-0.0075	0.0002	0.0016
Si	0.0044	0.0067	0.0056
Si	-0.001	-0.0044	-0.0005
Si	-0.0043	-0.0018	0.0008
Si	-0.0031	-0.0005	-0.002
Si	-0.0037	0.0037	0.0004
Si	0.0135	-0.0029	-0.0042
Si	0.0059	0.0066	-0.0054
Si	-0.0068	-0.0086	-0.0028
Si	-0.0118	0.0059	-0.0025
Si	-0.0086	-0.0074	-0.0012
Si	-0.0038	0.0052	-0.005
Si	-0.0131	0.0019	-0.0046
Si	0.0043	-0.009	0.0016
Si	0.0103	0.0106	0.0023
Si	0.001	-0.0001	0.0038
Si	0.0036	0.0049	-0.0023
Si	0.0081	-0.008	0.0093
Si	0.0119	-0.0027	-0.007
Si	0.0138	0.0013	0.0015
Si	-0.0041	0.0047	-0.0085
Si	-0.0063	-0.004	-0.006
Si	-0.0011	0.0054	-0.0041
Si	-0.0027	-0.0074	-0.0077
Si	0.0015	0.0044	0.0009
Si	-0.0088	-0.0097	-0.0021
Si	-0.0047	0.0079	0.0044
Si	-0.0131	-0.0007	-0.0021
Si	0.0002	-0.0084	-0.0079
Si	-0.0006	-0.0016	-0.0014
Si	0.004	-0.0012	-0.0008
Si	-0.0011	0.0154	-0.0127
Si	-0.0036	-0.0004	0.0036
Si	0.0015	0.0047	0.0062
Si	-0.0041	-0.0001	0.0022
Si	-0.0024	0.0039	-0.0031
Si	0.0021	-0.0018	-0.0025
Si	0.0008	-0.0027	0.0007
Si	0.0004	0.0021	-0.0016
Si	0.0024	0.0014	-0.0049
Si	-0.0026	-0.0113	0.0047
Si	0.0005	-0.0072	0.0066
Si	0.0005	0.0078	0.0066
Si	-0.0006	0.0014	0.0015
Si	-0.0094	0.0029	0.0011
Si	-0.0064	-0.0026	0.0016
Si	-0.0088	0.0041	0.0032
Si	-0.0136	-0.0079	-0.0006
Si	0.0105	0.0043	0.0027
Si	0.0189	0.0014	-0.0053
Si	0.0225	-0.0021	-0.0041
Si	0.0158	-0.005	-0.0009
Si	-0.0239	-0.0053	-0.0027
Si	-0.0198	0.0064	-0.0035
Si	-0.0153	-0.0032	-0.0067
Si	-0.0314	0.0001	-0.002
Si	0.0131	0.0114	0.0083
Si	0.0091	-0.0042	-0.0033
Si	0.011	0.0004	-0.0005
Si	0.0185	-0.0122	0.0029
O	0.1246	0.5083	-0.003
O	-0.0088	-0.0068	0.3294
O	-0.1391	-0.2693	0.338
O	0.1168	0.2265	0.5028
O	0.2272	0.0735	0.3926
O	0.234	0.1623	0.4016
O	-0.0904	0.1089	0.497
O	-0.3993	-0.0282	-0.3145
O	0.3488	0.3014	0.5466
O	0.0764	-0.0658	0.4418
O	0.0471	0.5091	-0.0913
O	0.2148	-0.1255	-0.5644
O	-0.3739	0.3233	0.2972
O	0.0559	-0.1481	0.2552
O	-0.3673	-0.0684	0.1012
O	-0.1835	0.2344	-0.0895
O	0.2639	0.2956	-0.0119
O	0.1556	-0.0126	0.6055
O	-0.2951	0.2567	0.0086
O	-0.0916	-0.4992	0.0335
O	0.2335	0.1488	-0.4181
O	0.1407	0.372	0.0991
O	0.078	0.0795	0.2536
O	0.2711	-0.2795	-0.5809
O	-0.1267	0.0069	0.0734
O	0.08	-0.4836	-0.4379
O	0.6005	-0.0932	-0.0024
O	0.3386	-0.2335	0.2258
O	0.0748	-0.269	0.1338
O	0.1749	-0.1278	0.1247
O	-0.0107	-0.0474	-0.0309
O	0.3944	-0.2476	0.0789
O	0.2643	0.3237	0.0277
O	-0.0239	-0.1077	-0.3674
O	-0.0912	-0.3283	0.199
O	-0.1943	0.0186	0.5603
O	-0.3817	-0.2678	-0.1762
O	0.0667	-0.0886	-0.4832
O	0.0793	-0.3291	-0.0419
O	0.2454	-0.4754	0.1199
O	-0.4686	0.1185	0.4124
O	-0.039	-0.45	-0.2441
O	0.243	0.0813	-0.1875
O	-0.4842	-0.3038	-0.1354
O	0.0805	0.0644	0.1788
O	0.2408	-0.3522	0.1545
O	0.381	0.39	0.1362
O	0.1557	0.0169	-0.0459
O	0.2016	0.0422	-0.2885
O	-0.1857	0.2301	-0.1611
O	-0.0485	-0.0966	-0.5015
O	0.1203	0.0964	0.5899
O	-0.1294	0.2512	-0.2689
O	0.3258	-0.1041	-0.2112
O	0.3845	-0.3224	-0.2743
O	-0.0886	-0.1422	-0.2877
O	-0.1571	-0.5224	0.0725
O	-0.1184	-0.313	-0.2938
O	0.1666	0.177	-0.1676
O	0.0742	0.3449	-0.3651
O	-0.1985	-0.3076	-0.057
O	-0.1068	-0.1882	0.5005
O	-0.4056	0.0059	-0.0936
O	-0.0846	0.3501	0.0941
O	-0.1234	0.0062	0.107
O	0.5199	-0.4014	0.0025
O	0.0223	-0.4551	0.3048
O	0.1229	-0.1708	0.2845
O	-0.3759	-0.0041	-0.1498
O	-0.1095	-0.1229	-0.3292
O	0.2912	0.268	0.1174
O	-0.1044	0.1903	-0.1898
O	0.5519	0.0304	-0.2427
O	-0.1105	0.4997	-0.2218
O	-0.2323	0.0491	-0.4979
O	0.0129	0.1219	0.1666
O	-0.1045	0.0802	0.1687
O	-0.0383	-0.2813	-0.2272
O	-0.1265	-0.4748	-0.2396
O	-0.4258	0.5391	-0.0114
O	-0.0239	-0.1149	-0.3789
O	0.5054	0.0104	0.0244
O	0.3787	0.1677	0.1165
O	0.3406	-0.4987	-0.2017
O	-0.0426	0.2394	0.1573
O	-0.6656	-0.0195	0.1212
O	-0.5427	-0.4976	-0.0142
O	0.0542	0.4219	-0.0726
O	0.0584	-0.1157	0.1087
O	0.0316	-0.0687	0.4641
O	0.5769	-0.0009	0.0078
O	0.1195	-0.1006	0.6073
O	-0.103	-0.0174	-0.1943
O	0.172	-0.2671	0.3888
O	0.016	-0.05	0.3439
O	0.4102	0.2296	-0.1932
O	0.3382	-0.0079	0.7379
O	-0.1161	-0.0162	0.1345
O	0.3596	0.2245	-0.0996
O	-0.4341	0.0006	0.445
O	-0.0164	-0.1586	0.1621
O	0.4511	0.2033	0.1066
O	-0.1693	-0.0031	0.0998
O	-0.0213	0.2588	-0.3368
O	0.1234	0.4273	0.2119
O	0.0487	0.1154	-0.3583
O	-0.0252	-0.1051	0.3565
O	-0.4979	0.0198	-0.068
O	-0.3083	0.2614	-0.0661
O	0.4244	-0.0017	0.2076
O	-0.1474	0.284	0.308
O	0.0156	0.4305	0.223
O	-0.1897	0.5712	0.0314
O	-0.2284	0.0337	-0.223
O	0.3401	-0.3103	-0.1801
O	-0.3326	0.4225	-0.3177
O	0.1995	-0.383	-0.0682
O	-0.3748	0.3695	-0.1128
O	0.0846	0.574	0.3836
O	0.0913	-0.0977	-0.3238
O	-0.4528	0.291	-0.0637
